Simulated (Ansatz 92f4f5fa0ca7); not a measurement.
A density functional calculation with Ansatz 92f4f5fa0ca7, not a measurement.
Periodic cell of 253 atoms, Si144O109, from a study of silicon, its oxide and their interface. The atomic structure is a simulated model.
This geometry differs little from another in the collection (a relaxation step or a small displacement).

Settings
functional: r2SCAN
potential files: Ansatz PAW
basis: plane waves
wave-function cutoff: 800 eV
density cutoff ratio: 5
exchange-correlation grid ratio: 1
k mesh: 1 x 1 x 1, shifted by 0.5 0.5 0 of a step
self-consistency stop: 1e-10 eV per atom in the density residual
occupations: fixed
spin: none
net charge: 0

Cell vectors (angstrom)
a	10.88	0	0
b	0	10.88	0
c	0.7324	3.132	36.4798

Atoms and the computed forces on them: element, x, y, z (angstrom), force x, y, z (eV/angstrom)
Si	6.8778	2.7343	-2.0442	-0.0071	-0.0157	-0.0285
Si	-0.0888	3.7352	22.789	0.0035	0.0143	0.0267
Si	3.7476	-0.335	0.3506	0.008	0.0072	-0.0181
Si	1.1326	0.3381	-9.0326	0.0047	0.0021	0.0165
Si	4.6408	5.6094	-4.9821	0.0042	0.0037	-0.0182
Si	-0.5037	3.6502	-4.059	0.0039	0.0039	-0.0209
Si	-0.9171	10.0344	-1.9737	-0.0036	-0.0074	-0.0296
Si	4.2678	1.1907	-2.3404	0.0067	-0.0056	-0.0254
Si	4.4773	5.94	0.05	0.0026	-0.0009	0.01
Si	6.1433	7.6599	0.2823	0.0067	0.0069	-0.0254
Si	8.6608	10.6835	20.4783	-0.0073	0.0018	0.0067
Si	7.2811	3.0853	0.2215	0.0007	0.0037	0.0065
Si	-2.0069	4.8881	0.0791	-0.0007	-0.0015	0.0017
Si	2.0862	8.8233	0.1994	0.0052	0.0066	0.0125
Si	10.132	11.2489	0.0836	0.0021	0.0047	0.0067
Si	0.8714	2.2198	0.1119	-0.0053	-0.0045	0.0072
Si	2.8114	6.913	1.3896	0.0004	0.0034	0.0035
Si	5.3777	9.4513	1.5801	-0.0012	0.0016	0.0027
Si	2.6118	1.3534	1.4752	-0.0008	-0.0027	0.0033
Si	5.4569	4.1373	1.2995	0.0034	0.0025	0.0017
Si	8.0396	6.7096	1.3418	-0.0002	-0.0014	0.004
Si	11.0794	9.5835	1.4208	0.0024	0.0019	0.0074
Si	8.3083	12.1973	1.343	0.0036	-0.0014	0.0039
Si	-0.1347	4.0096	1.2772	-0.0038	-0.0015	0.0026
Si	1.3156	5.4554	2.5484	-0.0001	-0.0015	-0.002
Si	4.0414	8.1466	2.9641	-0.0029	-0.0016	-0.0033
Si	1.3855	0.0044	2.9444	-0.0013	-0.0018	-0.0026
Si	4.0793	2.7587	2.6445	-0.0005	0.0003	-0.0031
Si	6.7422	5.425	2.8204	0.0006	-0.0025	-0.002
Si	9.5488	8.1319	2.5712	0.0002	0.0001	-0.0013
Si	6.869	10.8733	2.6834	0.001	0.0012	0.001
Si	9.5194	2.7015	2.8135	-0.0006	-0.0003	-0.0027
Si	2.6978	4.1253	3.976	0.0001	-0.0012	-0.0003
Si	5.4407	6.7843	4.2001	0.0019	-0.0006	0.0023
Si	2.7183	-1.3586	4.2778	0.0002	-0.0002	0.0019
Si	5.4586	1.3736	4.0231	0.0003	-0.0004	-0.0016
Si	8.1277	4.0599	4.1402	0.0017	0.0002	0.002
Si	-0.0097	6.7823	4.0063	0.0009	0.0006	0
Si	8.2241	9.4956	4.0048	0.0014	-0.0004	0.0008
Si	-0.0006	12.2664	4.1835	-0.0005	0.0002	0.0033
Si	4.0267	5.4192	5.4411	-0.0007	0.0006	-0.0029
Si	6.8564	8.1837	5.4142	-0.0005	0.0002	-0.0004
Si	4.1424	0.0373	5.4883	-0.0003	0.0005	-0.002
Si	6.7678	2.6974	5.4762	0.0006	0.0001	-0.0022
Si	-1.3517	5.444	5.4352	0.0001	-0.0015	-0.0018
Si	1.3101	8.113	5.492	-0.0003	-0.0007	-0.002
Si	-1.3673	10.8513	5.4393	0	0.0001	-0.0024
Si	1.4004	2.7712	5.4177	0.0003	0.0012	-0.0015
Si	2.7082	6.762	6.8328	0.0006	-0.001	-0.0013
Si	5.5167	9.5222	6.8019	0.001	0	-0.0007
Si	2.7262	1.403	6.7899	-0.0012	-0.001	-0.0009
Si	5.3771	4.0735	6.8019	-0.0006	0.001	-0.0014
Si	8.1653	6.8281	6.7854	0.0006	0.0005	-0.0018
Si	-0.0332	9.5139	6.8214	-0.0001	0.0019	-0.0009
Si	8.1634	1.3204	6.8003	0.0005	-0.0011	-0.0006
Si	0.032	4.0813	6.7901	0.0016	-0.0001	-0.0016
Si	1.3632	5.4048	8.2013	0	0.0004	-0.0008
Si	4.1311	8.1423	8.1217	-0.0003	-0.0003	-0.0002
Si	1.3547	0.0218	8.1287	-0.0001	0.0018	-0.0018
Si	4.0246	2.7481	8.1872	-0.0002	0.0012	-0.0014
Si	6.7642	5.469	8.1006	0.0007	0.0007	-0.0015
Si	9.4828	8.1833	8.1804	-0.0007	-0.0003	-0.0014
Si	6.8462	10.8584	8.1972	-0.0007	-0.0012	-0.0001
Si	9.5701	2.6734	8.1236	0.0013	0.0007	-0.0013
Si	2.6743	4.0486	9.6352	-0.001	-0.0011	0.0013
Si	5.4501	6.797	9.559	0.0011	-0.0001	0.0004
Si	2.7517	9.5259	9.4028	-0.0002	0.0007	0.0001
Si	5.4304	1.3707	9.4229	0.0002	0.0007	0.0011
Si	8.1727	4.0877	9.3483	0.0009	-0.001	0.0011
Si	-0.0238	6.8034	9.4533	-0.0004	-0.0002	0.0015
Si	8.1935	9.5344	9.6261	0.0017	0.0003	0.0019
Si	0.0287	1.3434	9.5861	0.0018	-0.0021	-0.0002
Si	4.0656	5.4379	10.9347	0.0005	-0.0011	0.0004
Si	6.8202	8.1541	10.9568	-0.0021	-0.0006	0.0015
Si	4.0764	10.9044	10.7502	-0.0005	-0.0014	-0.0025
Si	6.8141	2.7571	10.6685	0.0009	0.001	-0.0004
Si	-1.3827	5.406	10.7416	-0.0022	-0.0014	-0.0012
Si	1.3692	8.1719	10.7174	0.0017	-0.0002	-0.0004
Si	9.5832	10.8815	11.0198	0	0.0028	-0.0015
Si	1.3283	2.6748	11.0629	0.0007	0.0001	0.0005
Si	2.5995	6.8136	12.169	0.0011	-0.0002	0.0007
Si	5.3857	9.5863	12.1693	0.0008	0.0009	0.0031
Si	2.8092	1.2497	12.3174	-0.0019	0.0032	0.0011
Si	5.5147	4.028	12.1459	0.001	0.001	0.0008
Si	-2.6457	6.7224	12.2156	0.0016	0.0006	0.0033
Si	0.1757	9.4524	12.2758	-0.0013	-0.0013	0.0008
Si	8.0953	1.4898	12.1458	0.0007	-0.0023	0.0016
Si	-0.1709	4.1016	12.274	0.0018	-0.0024	0.0042
Si	0.8784	5.8309	13.4998	0.0016	-0.0005	0.0056
Si	3.6715	8.5105	13.3572	-0.0041	0.0066	-0.0055
Si	1.9627	-0.5676	13.6158	0	0.0044	0.0095
Si	4.3224	8.0317	17.8754	0.0005	-0.0071	-0.0058
Si	7.1087	5.1024	13.4984	0.0045	-0.0076	-0.0111
Si	-0.7444	7.5553	13.3225	-0.0041	0.0035	0.0086
Si	6.3592	11.3842	13.338	-0.0107	0.0048	-0.0142
Si	-2.0338	3.2523	13.5306	0.0029	-0.0025	0.0108
Si	4.9277	3.3372	-6.868	0.0016	0.0005	0.0048
Si	2.6304	1.3218	-6.5371	0.0016	-0.0003	0.0024
Si	-0.9514	8.074	15.5298	0.0006	-0.0014	-0.0226
Si	-0.5691	1.618	20.4453	0.0058	-0.0013	0.0039
Si	1.4258	9.0298	17.3764	0.0008	0.0068	-0.0152
Si	3.3324	5.7519	-2.0856	-0.0074	-0.0074	-0.0415
Si	5.876	10.5415	-10.3936	0.0017	0.0103	0.0236
Si	4.5511	1.9801	18.6967	-0.0018	0.0035	-0.0018
Si	4.1165	9.8595	22.0689	0.0033	-0.002	0.0231
Si	4.5631	7.1969	20.5575	0.0007	0.0003	0.0201
Si	6.957	5.9305	21.5794	0.0008	0.005	0.0188
Si	7.3926	8.217	-2.4248	0.0005	0.0108	-0.033
Si	-0.6227	4.7235	-11.619	0.012	0.0037	0.0305
Si	8.5802	10.2998	-11.2998	-0.0051	-0.0079	0.0246
Si	-0.9667	6.0467	17.5881	0.0055	-0.0094	-0.0134
Si	1.3105	0.5509	15.6243	0.0117	0.0016	-0.0216
Si	-0.968	2.7379	-9.1223	-0.0048	0.001	0.0182
Si	8.4513	5.2266	-2.2415	0.0034	0.0085	-0.0327
Si	-0.9679	6.6901	22.2275	-0.0035	-0.0077	0.0152
Si	4.4446	5.7543	23.0425	0.0037	-0.0067	0.0281
Si	7.521	9.7186	15.6397	-0.0044	0.0106	-0.0244
Si	2.915	3.0806	22.8493	0.0017	0.0028	0.031
Si	-0.3504	8.1954	19.7393	0.0019	-0.0004	0.0087
Si	5.7054	7.211	15.3362	-0.0026	-0.0057	-0.0207
Si	6.3032	10.4346	18.3587	0.0086	0.0022	0.0033
Si	3.4244	10.1684	-4.3465	0.0048	-0.0024	-0.0247
Si	1.7853	8.5298	-2.0995	-0.0016	0.0051	-0.0429
Si	7.8047	10.2863	-6.3636	0.0019	0.0063	0.0044
Si	3.4096	6.8689	-9.9235	0.0014	0.0063	0.0399
Si	7.0261	1.71	-8.3774	-0.0002	0.0042	0.0171
Si	2.4617	1.0632	20.6324	-0.007	0.0041	0.0189
Si	6.7713	2.9604	20.5108	-0.0002	0.0003	0.0189
Si	3.3552	2.9996	16.1004	-0.0001	-0.0068	-0.0271
Si	-1.0331	2.5016	15.5053	0.0003	0.0189	-0.0293
Si	5.781	8.4091	-5.0936	-0.0006	-0.0011	-0.0073
Si	0.6236	3.766	-6.7401	0.0053	0.0022	0.005
Si	4.6647	2.2489	13.4249	0.0032	-0.0104	-0.0211
Si	2.9782	5.4721	-7.3745	0.0008	-0.007	0.0177
Si	6.1745	7.7148	-10.7768	-0.0009	-0.0043	0.0343
Si	8.9921	3.1301	18.2839	0.0034	-0.001	-0.0087
Si	8.8402	1.0749	-3.876	-0.0056	-0.0069	-0.0188
Si	6.8304	0.515	22.5433	-0.0118	-0.0023	0.0387
Si	2.4327	4.9345	-11.9959	-0.0139	-0.0034	0.0203
Si	9.0471	7.4461	-10.6845	0.0017	0.0024	0.0184
Si	-1.2107	9.4485	-8.6248	0.0038	0.0032	0.0193
Si	1.7283	2.9494	-1.956	0.0065	0.0103	-0.0257
Si	1.0643	4.9321	15.7409	-0.0117	-0.0021	-0.0275
Si	2.9239	9.7853	-11.0521	-0.0008	0.0003	0.0274
O	2.315	0.7077	-7.9987	-0.0045	0.001	-0.0071
O	5.6806	6.8086	-5.3334	-0.0051	-0.0053	0.0094
O	2.2905	6.9938	-2.3936	0.0033	0.0041	0.0101
O	6.3137	8.2337	-1.2413	-0.0061	-0.0063	0.0312
O	0.9383	8.7343	18.9018	-0.0035	0.0008	0.0052
O	4.338	7.6481	14.5915	0.0139	-0.008	0.0211
O	8.9627	8.7534	-11.6708	-0.0018	0.004	-0.0113
O	7.1388	4.4147	21.0805	0.0017	-0.0077	-0.0059
O	8.9146	2.3751	16.8463	-0.0031	-0.0009	0.0177
O	5.573	0.9449	17.9995	-0.003	0.0022	0.0022
O	6.7924	8.3852	15.0811	0.0033	0.0006	0.0085
O	3.2173	6.7528	-8.3238	-0.0007	0.0023	-0.0026
O	8.5298	9.2928	-2.0633	-0.0025	-0.0016	0.0024
O	1.4876	3.7614	23.0892	-0.0118	-0.0044	-0.0138
O	6.0598	5.9135	22.9417	0.0015	-0.0033	-0.0114
O	7.2798	9.9738	17.1892	-0.0048	0.0016	0.0115
O	5.3144	2.4124	-2.3106	0.008	0.0059	0.0141
O	7.7302	2.7421	19.2167	-0.0009	-0.0005	-0.0019
O	6.1142	6.7384	20.4593	0.003	-0.0014	-0.0102
O	0.5591	5.7282	17.0856	-0.0071	0.0029	0.0158
O	4.412	0.2286	-1.0526	-0.0066	-0.0115	0.0233
O	0.6354	2.9965	-3.1362	0.007	-0.0021	0.017
O	2.8698	8.3229	-10.3752	0.0019	0.0014	-0.0066
O	6.1496	9.0355	-9.8048	0.0002	-0.0011	-0.0122
O	8.03	6.7447	-2.5986	0.0032	-0.0077	0.015
O	7.2466	10.7032	19.6435	0.0006	-0.0021	-0.0104
O	2.5001	9.5175	-3.1861	-0.011	-0.0114	0.0257
O	3.749	9.1818	23.4776	0.0058	0.0037	-0.0235
O	4.4881	2.8225	14.9638	-0.0092	0.009	0.0343
O	2.8402	10.6658	21.5309	-0.0033	-0.0005	-0.0091
O	6.0987	8.2333	-12.3177	-0.0013	0.0052	-0.0121
O	4.4935	0.2976	-3.6628	0.0029	0.0125	0.0179
O	8.0983	10.5102	22.017	0.0047	0.0015	-0.0129
O	-1.4006	9.4001	19.9399	0.0011	-0.002	-0.0081
O	-1.25	7.9506	-9.2502	0.0009	0.0001	-0.0081
O	-0.6145	2.5952	19.1317	-0.0004	0.0007	-0.0009
O	2.7936	1.8264	-2.4209	-0.0035	0.0015	0.0142
O	4.0073	4.2901	-7.8032	-0.0006	0.0047	-0.0054
O	6.3454	5.8104	14.8101	-0.0086	0.0124	0.0177
O	2.513	9.6194	-12.6051	-0.0028	0.0012	-0.0188
O	-1.2113	4.8135	-3.2096	-0.0063	0.0066	0.018
O	-0.7883	3.8338	-10.2881	0.0012	0.0033	-0.0145
O	9.2662	4.1703	-12.7635	-0.0075	-0.0032	-0.0201
O	-0.832	0.2911	-3.1326	-0.0007	0.0004	0.0093
O	3.307	1.1091	19.2606	0.0042	-0.0003	-0.0106
O	8.9172	10.4224	-9.7066	0.0004	-0.0019	-0.0147
O	7.3747	0.6952	-7.1964	-0.0005	-0.0068	-0.0142
O	4.2903	5.5865	-3.4003	-0.0035	0.0022	0.0261
O	8.9864	9.5278	-7.1697	-0.0021	0.0067	-0.0115
O	1.5217	2.4808	-6.3066	0.0013	-0.0018	0.0051
O	0.8703	4.6356	-12.2185	0.004	0.0001	-0.0022
O	1.83	10.7723	-10.4085	0.0014	-0.0017	-0.0087
O	4.952	6.747	-10.3934	0.0019	0.0027	-0.0118
O	4.2708	8.9904	-5.0565	-0.0079	0.0101	0.0085
O	3.892	7.0761	19.1062	-0.0025	0.0014	-0.008
O	6.2483	2.9593	-7.7063	-0.0004	-0.0012	-0.0027
O	7.7326	1.5516	-2.7818	-0.0028	0.0067	0.0153
O	9.1877	6.8703	16.377	-0.0057	-0.0008	0.008
O	-0.06	7.588	21.215	0.0018	0.0068	-0.0128
O	7.2142	4.2194	-2.6499	-0.0007	-0.0004	0.0187
O	-0.9882	6.9874	18.8871	0.0009	0.0066	0.0058
O	4.0298	2.9978	17.5635	0.0061	0.0014	0.0125
O	0.118	1.5549	-9.3488	0.0013	-0.0025	-0.0056
O	7.0305	10.7265	-11.523	0.004	-0.002	-0.0121
O	2.3127	1.7911	15.8955	-0.0014	0.0017	0.0082
O	-0.4708	5.1619	22.164	-0.0028	0.0001	-0.0079
O	5.2765	2.7928	19.906	-0.001	-0.0003	-0.0064
O	8.2534	0.008	-4.9332	-0.0006	0.0089	-0.0042
O	6.5896	8.6653	-3.7301	0.0108	-0.004	0.0251
O	9.1105	9.4785	15.5449	0.0015	-0.0011	0.0094
O	0.186	8.8576	-2.2691	0.0049	0.002	0.0119
O	2.5561	0.1396	-5.4267	0.001	-0.0016	0.0037
O	9.4109	2.434	-4.5497	0.0019	0.0006	0.0058
O	6.9867	0.1119	14.8168	0.0118	-0.0097	0.0228
O	4.0515	4.1961	23.1155	0.0004	0.0077	-0.0092
O	0.0731	3.6546	15.7648	0.0001	-0.0059	0.0052
O	-0.6258	3.3701	-7.6752	-0.0017	-0.0007	-0.0103
O	3.2017	3.515	-12.1871	0.0029	0.0004	-0.0166
O	6.9922	1.9516	21.7748	0.0022	0.0042	-0.0132
O	-0.5823	2.5518	21.7941	-0.0024	-0.0069	-0.0126
O	4.3697	10.5055	-10.9541	-0.001	-0.0008	-0.0079
O	-0.9199	6.2792	-11.2859	0.0005	-0.0031	-0.0083
O	8.366	2.2512	-9.1099	0.0084	0.0032	-0.0056
O	2.4401	4.4101	-1.8583	0.0003	0.002	0.0096
O	2.622	5.591	-10.5313	-0.001	-0.0044	-0.0167
O	6.0326	0.8998	-9.3739	-0.0069	-0.0142	-0.0211
O	9.0943	4.7147	17.9816	-0.0012	-0.0044	0.0047
O	2.8517	2.4444	21.3788	0.0007	-0.0072	-0.0187
O	6.6097	9.2066	-6.2265	0.0006	-0.0004	0.0049
O	-0.1876	1.1213	15.3141	0.0061	-0.0034	0.0047
O	4.5166	8.7186	21.0342	0.0032	-0.0018	0.0007
O	0.485	8.3183	16.2615	0.0043	0.0014	0.0085
O	3.2706	5.862	-5.8274	0.0068	-0.0021	-0.0005
O	5.1667	9.287	18.4646	0.0009	0.006	0.0001
O	5.2749	7.1622	16.8925	-0.0038	0.0034	0.0103
O	9.3999	0.4239	-12.23	0.0038	0.0025	-0.023
O	7.5345	6.8876	-10.5194	-0.0013	0.0038	-0.0074
O	5.2586	4.1904	-5.5104	-0.0004	0.0018	0.002
O	2.5918	4.4214	15.9344	0.0046	-0.0025	0.0115
O	3.7868	6.2963	21.6533	-0.0039	0.0054	-0.0116
O	2.9562	8.5396	17.1709	-0.0019	0.0004	0.0029
O	8.3531	6.6868	21.7965	0.0033	0.0002	-0.0045
O	4.1116	1.9803	-6.4987	-0.0002	-0.0011	0.0045
O	0.0747	4.3859	-5.3632	-0.0015	-0.0039	0.0088
O	1.3228	10.6049	17.0288	0.0003	-0.0092	0.0157
O	0.3062	9.9603	-8.4419	-0.0047	0	-0.0091
O	5.3715	10.8541	22.1436	0.0027	-0.001	-0.0031
O	1.4788	4.898	-7.5109	0.0004	0.0028	-0.002
O	0.8844	0.908	20.3641	0.0009	-0.0002	0.0008

Results
free energy: -154282.268 eV
free energy less fixed offsets of O -570.45, Si -639.56 eV per atom: -6.578 eV

The program warned: the cutoff lies below the one the program advises for these potential files; the forces do not sum to zero within the program's tolerance; empty levels may hold ghost states of the PAW files; the exchange-correlation potential is rough where the density is thin.
